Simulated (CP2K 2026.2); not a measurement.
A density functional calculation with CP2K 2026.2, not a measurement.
Periodic cell of 504 atoms, Si360O144, from a study of silicon, its oxide and their interface. The atomic structure is a simulated model.
Doubt: the forces sum to 1.80 eV/angstrom along one axis rather than to zero, so they err by at least 0.0036 eV/angstrom per atom on average; the grid cutoff is modest.

Settings: functional PBE; method Gaussian and plane waves; basis set DZVP-MOLOPT-SR-GTH; pseudopotentials GTH-PBE; grid cutoff 300 Ry, relative cutoff 40 Ry; k points Gamma only; occupations fixed; spin none; net charge 0.

Cell vectors (angstrom)
a	16.32	0	0
b	0	16.32	0
c	-3.9666	1.5785	33.5484

Atoms and the computed forces on them: element, x, y, z (angstrom), force x, y, z (eV/angstrom)
Si	1.718	-1.603	-0.068	-0.36	0.186	0.727
Si	4.301	1.042	0.005	-0.062	0.259	0.763
Si	1.036	4.184	0.131	0.266	-0.024	0.698
Si	3.883	7.053	0.138	0.1	-0.232	0.741
Si	1.637	-7.094	0.102	-0.127	0.164	0.769
Si	3.92	-3.879	0.084	0.214	-0.172	0.752
Si	6.62	-1.059	-0.001	0.082	-0.239	0.782
Si	9.222	1.681	-0.003	0.248	-0.182	0.767
Si	7.023	3.922	0.159	-0.226	0.098	0.749
Si	9.16	7.071	0.009	0.29	-0.108	0.742
Si	6.999	9.353	0.163	-0.145	0.164	0.748
Si	-6.526	-4.236	0.08	-0.24	0.045	0.743
Si	-3.907	-1.619	0.129	-0.061	0.133	0.69
Si	-1.652	1.531	0.255	0.087	-0.055	0.652
Si	-3.783	3.799	-0.013	-0.185	0.134	0.684
Si	-1.072	6.475	0.092	-0.11	0.151	0.771
Si	-4.312	-6.46	-0.03	0.076	-0.236	0.756
Si	-1.64	-3.805	-0.021	0.189	-0.095	0.66
Si	2.748	-0.048	1.361	0.012	0.001	-0.068
Si	5.415	2.68	1.323	-0.02	-0.004	-0.042
Si	2.69	5.397	1.332	0.016	-0.036	-0.051
Si	5.432	8.192	1.461	0.009	0.004	-0.04
Si	2.737	-5.451	1.368	-0.003	0.009	-0.046
Si	5.498	-2.681	1.332	-0.014	0.025	-0.047
Si	8.158	0.068	1.347	-0.01	0.003	-0.072
Si	-5.435	2.733	1.297	-0.017	0.004	-0.049
Si	8.161	5.494	1.436	0.003	-0.004	-0.05
Si	-5.442	8.181	1.219	-0.021	0.017	-0.089
Si	8.208	-5.399	1.386	0.013	-0.012	-0.04
Si	-5.414	-2.752	1.478	-0.005	-0.011	-0.055
Si	-2.827	-0.026	1.482	-0.005	-0.015	-0.018
Si	-0.075	2.696	1.511	-0.004	-0.012	-0.043
Si	-2.708	5.387	1.356	0.006	-0.01	-0.078
Si	0.03	8.103	1.384	0.009	-0.011	-0.085
Si	-2.727	-5.397	1.333	-0.004	0.002	-0.068
Si	0.009	-2.671	1.22	0.051	0.012	-0.052
Si	1.379	1.322	2.72	0.015	-0.003	0.01
Si	4.065	4.051	2.68	0.016	0.011	0.017
Si	1.377	6.757	2.764	-0.023	0.008	0.035
Si	4.086	9.564	2.785	-0.01	0.003	0.024
Si	1.314	-4.073	2.651	-0.005	0.009	0.014
Si	4.106	-1.381	2.744	0.022	0.008	0.03
Si	6.791	1.383	2.743	-0.002	-0.022	0.03
Si	9.577	4.121	2.71	-0.002	-0.022	0.022
Si	6.77	6.799	2.792	-0.008	-0.007	0.019
Si	9.562	-6.811	2.705	0.01	0.004	0.035
Si	6.824	-4.048	2.71	-0.016	-0.018	0.006
Si	-6.821	-1.331	2.704	-0.01	0.004	0.009
Si	-4.188	1.357	2.769	-0.02	0.012	0.021
Si	-1.414	4.074	2.831	-0.001	0.025	0.049
Si	-4.092	6.816	2.62	-0.007	0.004	0.005
Si	-1.363	-6.803	2.656	0.008	0.008	0.006
Si	-4.039	-4.098	2.804	0.006	-0.025	0.031
Si	-1.316	-1.352	2.699	0.007	-0.023	0.021
Si	0.016	-0.013	4.089	-0.015	-0.012	0.008
Si	2.723	2.706	4.069	0.013	0.001	0
Si	-0.008	5.436	4.132	0.003	-0.012	-0.01
Si	2.723	8.157	4.1	0.005	-0.012	-0.011
Si	-0.016	-5.44	4.039	0.008	0.01	-0.005
Si	2.703	-2.746	4.052	0.004	-0.008	-0.016
Si	5.449	0.002	4.101	-0.011	0.002	-0.015
Si	8.178	2.752	4.065	-0.001	0.012	-0.022
Si	5.407	5.407	4.087	-0.001	-0.006	0.005
Si	8.174	-8.144	4.086	0.009	0.014	-0.025
Si	5.465	-5.399	4.097	-0.002	0.008	0.008
Si	8.162	-2.697	4.08	0.002	0.001	-0.006
Si	-5.499	-0.004	4.123	0.012	0.014	0.019
Si	-2.783	2.695	4.124	-0.001	0.002	0.005
Si	-5.407	5.477	4.065	0.005	-0.009	0.007
Si	-2.731	8.16	4.018	-0.002	-0.008	-0.006
Si	-5.424	-5.467	4.109	-0.006	0.004	0
Si	-2.665	-2.71	4.093	-0.014	0.011	-0.003
Si	1.383	-1.341	16.299	0.01	-0.005	-0.006
Si	4.104	1.358	16.342	0.006	0.001	-0.011
Si	1.352	4.044	16.342	-0.015	-0.002	0.002
Si	4.079	6.793	16.311	-0.009	0.003	-0.016
Si	1.374	-6.811	16.289	-0.002	0.002	-0.011
Si	4.105	-4.065	16.288	0.016	-0.001	-0.011
Si	6.792	-1.353	16.349	-0.001	-0.002	-0.014
Si	-6.81	1.365	16.349	0.006	-0.001	-0.008
Si	6.803	4.063	16.343	-0.013	0.008	-0.007
Si	-6.815	6.789	16.332	0.003	0	-0.01
Si	6.792	-6.818	16.308	-0.002	-0.002	-0.012
Si	-6.801	-4.045	16.312	0.005	0	-0.012
Si	-4.071	-1.335	16.355	0.019	0	-0.004
Si	-1.359	1.371	16.351	0.003	-0.006	0.005
Si	-4.093	4.07	16.316	-0.006	-0.003	-0.01
Si	-1.37	6.77	16.262	-0.016	0.012	-0.018
Si	-4.107	9.518	16.277	-0.003	-0.014	-0.01
Si	-1.36	-4.056	16.281	0.008	0	-0.016
Si	2.733	0.007	17.69	0.01	-0.016	0.003
Si	5.483	2.682	17.726	0.005	0.005	0.003
Si	2.72	5.426	17.656	0.017	0.009	0.014
Si	5.44	8.135	17.687	0.011	-0.003	0.01
Si	2.79	-5.47	17.616	0.003	0.002	-0.021
Si	5.398	-2.69	17.703	0.002	-0.007	0.002
Si	8.154	0.001	17.72	-0.013	0.008	-0.003
Si	-5.463	2.743	17.7	0.008	0.014	0.007
Si	8.136	5.44	17.709	0.01	-0.003	-0.008
Si	-5.436	8.151	17.664	-0.005	0.018	0.019
Si	8.153	-5.43	17.621	-0.011	-0.006	-0.008
Si	-5.462	-2.675	17.703	-0.016	-0.007	0
Si	-2.701	0.019	17.732	-0.023	-0.019	0.033
Si	-0.004	2.702	17.751	0.007	0.003	0.006
Si	-2.701	5.412	17.647	-0.001	0.006	0.001
Si	-0.024	-8.184	17.593	0.009	0.003	0.014
Si	-2.775	-5.393	17.593	-0.003	0	-0.012
Si	0.029	-2.712	17.627	-0.026	-0.006	0.008
Si	1.398	1.334	19.091	-0.027	0.008	-0.003
Si	4.121	4.092	19.011	0.001	0.014	-0.035
Si	1.306	6.77	18.971	-0.005	-0.019	-0.046
Si	4.084	-6.834	19.043	-0.013	0.02	-0.02
Si	1.434	-4.094	18.906	0.013	0.017	-0.017
Si	4.043	-1.327	19.115	0.024	-0.008	-0.016
Si	6.816	1.307	19.15	-0.025	0.002	-0.017
Si	-6.856	4.07	19.082	0.003	-0.002	-0.021
Si	6.795	6.806	19.086	-0.003	-0.004	-0.009
Si	-6.792	9.565	18.978	0.01	-0.006	-0.055
Si	6.771	-4.101	18.974	0.008	-0.012	-0.035
Si	9.512	-1.321	19.107	0.017	-0.002	-0.004
Si	-4.096	1.412	19.069	0.022	-0.018	-0.038
Si	-1.377	4.095	19.086	-0.003	0.003	-0.006
Si	-4.069	6.744	18.991	-0.015	0.006	-0.026
Si	-1.424	-6.791	18.861	0.005	-0.003	-0.03
Si	-4.089	-4.043	19.015	0.012	-0.017	-0.009
Si	-1.273	-1.36	19.043	0.016	0.012	-0.03
Si	0.117	-0.056	20.498	-0.011	-0.015	0.045
Si	2.757	2.753	20.372	0.003	0.012	0.062
Si	-0.013	5.45	20.436	0.002	0.013	0.053
Si	2.646	8.13	20.318	-0.004	0.009	0.067
Si	0.029	-5.482	20.111	-0.014	-0.028	0.035
Si	2.672	-2.765	20.401	-0.005	-0.022	0.043
Si	5.404	-0.002	20.558	0.002	0	0.036
Si	8.171	2.683	20.52	0.018	0.008	0.052
Si	5.45	5.425	20.448	-0.011	-0.002	0.058
Si	8.179	8.223	20.357	0.024	0.013	0.071
Si	5.459	-5.476	20.384	0.01	0.01	0.058
Si	8.097	-2.733	20.347	-0.026	-0.014	0.062
Si	-5.467	0.086	20.473	-0.003	0.004	0.062
Si	-2.733	2.764	20.468	-0.008	-0.008	0.051
Si	-5.453	5.422	20.387	0.015	-0.002	0.052
Si	-2.724	-8.139	20.262	-0.001	0.005	0.035
Si	-5.453	-5.384	20.367	-0.016	0.004	0.047
Si	-2.693	-2.717	20.35	-0.007	0.018	0.051
Si	1.118	-1.761	21.876	0.239	0.341	-0.665
Si	4.263	1.671	21.8	-0.098	-0.239	-0.728
Si	1.605	4.286	21.709	-0.248	-0.085	-0.769
Si	3.758	6.55	21.618	0.126	0.063	-0.747
Si	1.022	-7.028	21.547	0.161	0.058	-0.778
Si	4.233	-3.958	21.658	-0.188	-0.201	-0.739
Si	6.485	-1.74	21.738	0.156	0.3	-0.716
Si	-6.568	1.614	21.956	-0.174	-0.181	-0.697
Si	6.574	3.834	21.799	0.147	0.156	-0.71
Si	-6.527	7.103	21.61	-0.132	-0.15	-0.738
Si	7.101	-6.507	21.711	-0.116	-0.146	-0.743
Si	9.281	-4.237	21.678	0.191	0.054	-0.69
Si	-3.733	-0.999	21.578	-0.105	-0.202	-0.822
Si	-1.47	1.179	21.672	0.153	0.258	-0.751
Si	-4.359	3.887	21.795	0.203	0.076	-0.738
Si	-1.188	7.1	21.642	-0.077	-0.233	-0.701
Si	-4.294	-7.014	21.571	0.121	0.204	-0.759
Si	-1.081	-3.996	21.473	-0.242	-0.03	-0.674
Si	1.467	-2.51	24.756	0.036	-0.005	-0.09
Si	-3.974	-5.59	-5.327	0.015	-0.085	-0.032
Si	-6.271	6.738	-2.931	-0.1	-0.059	0.085
Si	2.705	-7.327	26.021	-0.065	-0.051	0.007
Si	6.328	-0.423	-6.253	0.07	0.013	-0.062
Si	-2.477	5.287	23.802	-0.027	0.078	-0.088
Si	-4.705	4.173	-2.986	-0.015	0.043	0.217
Si	7.203	-2.252	24.613	-0.062	-0.016	-0.194
Si	-1.34	6.29	-6.992	0.061	-0.079	-0.051
Si	-1.406	0.418	-2.48	0.073	-0.094	0.129
Si	-0.236	3.014	23.826	0	-0.038	-0.085
Si	7.566	-4.834	-6.681	-0.073	0.093	-0.011
Si	4.371	7.051	24.521	0.005	0.111	-0.063
Si	2.343	-5.229	23.802	-0.009	0.033	-0.167
Si	0.813	-1.557	-2.965	0.046	0.031	0.13
Si	-3.893	-7.463	-2.915	0.066	0.046	0.029
Si	7.702	4.243	24.724	-0.043	0.014	-0.16
Si	2.23	2.749	-4.995	-0.059	-0.051	0.024
Si	1.534	-1.353	-5.891	-0.015	-0.021	0.087
Si	5.007	5.071	-1.764	0.122	0.044	0.099
Si	-6.387	-3.268	24.602	-0.047	-0.05	-0.136
Si	3.826	1.485	24.75	-0.065	-0.031	-0.051
Si	-2.024	4.773	-4.559	0.025	-0.035	0.094
Si	1.365	-6.603	-7.04	-0.007	0.071	-0.065
Si	3.613	0.662	-6.703	-0.034	0.028	-0.038
Si	1.527	5.054	-6.952	0.01	-0.043	-0.102
Si	7.585	7.348	-4.743	-0.07	0.048	0.015
Si	5.935	4.706	-4.613	0.073	-0.023	-0.074
Si	6.247	-4.617	25.914	0.063	0.091	-0.057
Si	-7.37	1.448	24.948	-0.154	-0.07	-0.129
Si	7.713	2.202	-5.078	0.112	0.041	0.007
Si	6.261	0.093	26.086	0.08	0.068	0.131
Si	-6.293	1.42	-3.025	-0.083	0.07	0.113
Si	6.737	-7.441	24.655	0.066	0.026	-0.198
Si	4.108	6.266	-6.26	0.031	0.015	0.008
Si	2.987	-7.791	-4.841	0.014	-0.009	0.136
Si	-1.681	-6.851	-6.964	-0.04	-0.009	-0.047
Si	-4.282	-0.726	-2.716	0.029	-0.024	0.063
Si	5.841	-5.053	-2.037	0.048	0.009	0.222
Si	-7.896	-2.291	-5.144	0.055	0.048	-0.065
Si	-1.487	-0.686	-6.305	0.066	0.106	0.076
Si	4.842	4.225	25.705	0.025	-0.015	0.079
Si	-2.952	-2.856	-4.497	0.131	-0.02	0.07
Si	0.856	-6.938	-2.851	-0.014	0.096	0.057
Si	2.874	2.918	-1.867	-0.032	-0.053	-0.02
Si	-0.53	-4.251	-2.919	-0.032	0.012	0.081
Si	-0.695	1.983	-4.82	-0.074	0.01	-0.054
Si	-1.406	-2.197	26.071	-0.021	-0.019	-0.11
Si	-2.77	-5.287	23.596	0.04	0.026	-0.09
Si	-1.376	7.214	-2.854	-0.087	-0.019	0.102
Si	5.717	-6.532	-4.719	0.155	-0.077	0.042
Si	8.09	-2.8	-2.117	-0.044	0.011	0.073
Si	-7.25	6.922	24.577	-0.007	-0.018	-0.115
Si	-3.799	-2.414	24.194	0.173	0.036	0.068
Si	1.37	-1.379	5.438	0.018	-0.002	0.01
Si	4.081	1.359	5.445	0.005	0.009	0.01
Si	1.362	4.058	5.447	-0.001	-0.002	0.01
Si	4.075	6.79	5.45	-0.002	0.001	0.01
Si	1.345	9.528	5.422	-0.003	0.001	0.01
Si	4.07	-4.072	5.441	-0.004	0.007	0.016
Si	6.802	-1.358	5.456	-0.006	0.006	0.007
Si	9.488	1.377	5.463	-0.018	-0.005	0.012
Si	6.802	4.079	5.438	0.004	0.002	0.011
Si	9.531	6.807	5.435	-0.004	0.001	0.013
Si	6.817	-6.78	5.442	-0.001	-0.011	0.005
Si	-6.794	-4.075	5.43	0.002	-0.006	0.007
Si	-4.071	-1.358	5.429	0.009	-0.008	0.008
Si	-1.369	1.344	5.438	0.002	0.013	0.01
Si	-4.095	4.1	5.461	-0.011	0.002	0.015
Si	-1.38	6.821	5.433	0	0.011	0.008
Si	-4.064	-6.826	5.443	0.001	-0.003	0.01
Si	-1.344	-4.093	5.447	0.01	-0.004	0.006
Si	2.721	-0.006	6.798	-0.002	-0.005	0.006
Si	5.445	2.717	6.802	0.005	0.001	-0.003
Si	2.714	5.431	6.806	0.006	0.001	-0.004
Si	5.45	-8.159	6.788	-0.001	-0.002	0.003
Si	2.715	-5.445	6.792	0.004	-0.004	-0.002
Si	5.43	-2.714	6.805	-0.005	-0.004	0.001
Si	8.148	0.005	6.821	-0.004	0.013	0.005
Si	10.863	2.733	6.811	0	0.008	-0.002
Si	8.162	5.446	6.792	-0.002	-0.002	0.001
Si	-5.432	-8.168	6.808	0.005	0.004	-0.002
Si	-8.152	-5.425	6.806	-0.002	0.005	-0.003
Si	-5.429	-2.722	6.791	0.002	0.003	-0.003
Si	-2.723	-0.006	6.806	0.001	-0.001	-0.007
Si	-0.006	2.706	6.8	-0.002	0.001	0.003
Si	-2.72	5.451	6.807	-0.001	-0.004	-0.002
Si	-0.014	8.175	6.794	-0.003	0.003	-0.002
Si	-2.713	-5.451	6.799	0.002	-0.002	0.002
Si	0.013	-2.733	6.806	-0.004	-0.007	0.001
Si	1.357	1.349	8.158	-0.002	0.001	-0.006
Si	4.083	4.078	8.16	0.001	0.004	-0.003
Si	1.349	6.802	8.149	-0.005	-0.004	-0.002
Si	4.08	-6.806	8.148	-0.008	-0.003	-0.005
Si	1.368	-4.087	8.168	0.004	0.005	-0.002
Si	4.079	-1.355	8.169	0.005	0.003	0
Si	6.791	1.361	8.177	-0.007	-0.008	0.005
Si	9.507	4.087	8.169	-0.007	-0.005	0
Si	6.804	6.804	8.154	0.007	0.008	-0.002
Si	-6.793	-6.795	8.158	0.005	0	-0.002
Si	6.796	-4.075	8.161	-0.002	-0.003	-0.005
Si	-6.791	-1.359	8.155	-0.001	0.002	-0.012
Si	-4.083	1.365	8.156	0.011	0.01	-0.005
Si	-1.358	4.08	8.154	0.004	0.007	0
Si	-4.081	6.797	8.176	-0.007	0.001	-0.001
Si	-1.36	-6.797	8.173	0	0.002	-0.004
Si	-4.076	-4.085	8.153	-0.002	-0.006	-0.005
Si	-1.358	-1.37	8.157	-0.003	-0.004	-0.004
Si	-0.002	-0.008	9.519	0	-0.001	0.001
Si	2.72	2.714	9.514	-0.001	-0.003	0
Si	-0.001	5.439	9.516	-0.002	0.002	0.002
Si	2.719	-8.165	9.51	0.002	0.002	-0.004
Si	0.003	-5.44	9.529	0	-0.004	0
Si	2.722	-2.72	9.524	0.003	-0.005	-0.002
Si	5.437	0.001	9.533	-0.005	0.005	0.001
Si	8.156	2.722	9.528	-0.007	0.002	0.001
Si	5.445	5.44	9.515	0.004	0.002	-0.001
Si	-8.157	-8.157	9.514	-0.002	-0.002	0
Si	5.437	-5.443	9.513	-0.002	-0.005	-0.003
Si	-8.157	-2.715	9.515	-0.004	0.002	-0.003
Si	-5.438	0.003	9.518	-0.002	-0.002	-0.001
Si	-2.72	2.721	9.515	0.001	0.01	0.002
Si	-5.445	5.438	9.528	0.005	0.003	0.003
Si	-2.721	-8.16	9.53	0.001	0.005	0.003
Si	-5.435	-5.437	9.52	0.003	0.005	-0.002
Si	-2.721	-2.724	9.518	-0.001	-0.008	-0.002
Si	1.36	-1.361	10.883	-0.002	-0.003	0.002
Si	4.076	1.362	10.885	0.002	-0.003	0.007
Si	1.361	4.076	10.872	0	0.009	-0.001
Si	4.081	-9.523	10.873	-0.007	-0.002	0.001
Si	1.364	-6.808	10.879	0	0.002	-0.001
Si	4.085	-4.08	10.877	-0.001	0.003	0.001
Si	6.809	-1.357	10.882	-0.002	-0.004	0.004
Si	9.522	1.362	10.881	-0.002	0.003	0
Si	6.795	4.079	10.884	-0.001	0.002	0.005
Si	-6.806	-9.518	10.881	-0.002	0.007	0.001
Si	-9.522	-6.802	10.873	0.002	0.002	-0.001
Si	-6.798	-4.075	10.876	0.005	-0.011	-0.006
Si	-4.08	-1.359	10.877	0.009	0	-0.002
Si	-1.361	1.358	10.873	0	0.003	-0.005
Si	-4.081	4.074	10.881	-0.003	-0.002	0.001
Si	-1.361	6.793	10.882	0	0.001	0.001
Si	-4.08	-6.796	10.885	-0.003	-0.001	0.003
Si	-1.36	-4.076	10.883	0	0.001	0.003
Si	2.72	0	12.243	-0.006	-0.002	0.004
Si	5.437	2.718	12.248	-0.007	0.006	0.003
Si	2.727	5.429	12.232	0	-0.003	0.001
Si	5.443	-8.166	12.235	0.001	0.001	-0.001
Si	2.723	-5.44	12.232	0	-0.002	-0.002
Si	5.448	-2.72	12.235	0.002	-0.007	0.003
Si	8.164	0.006	12.245	0.006	0.006	0
Si	10.882	2.717	12.246	0.008	0.003	0
Si	8.158	5.435	12.24	0	0.003	0.001
Si	-5.448	-8.156	12.238	0.001	0.001	0.002
Si	-8.161	-5.438	12.227	-0.005	0.002	-0.003
Si	-5.446	-2.711	12.241	-0.007	-0.004	0.002
Si	-2.723	0.005	12.236	0.001	-0.001	0.005
Si	0.003	2.714	12.232	-0.001	-0.001	0.003
Si	-2.724	5.433	12.24	-0.001	0.007	0.002
Si	0.004	8.149	12.239	0.001	0.002	-0.001
Si	-2.72	-5.434	12.242	0.003	0.001	0.001
Si	-0.004	-2.713	12.244	-0.006	-0.002	0.003
Si	1.364	1.362	13.603	-0.004	-0.002	0.003
Si	4.076	4.072	13.61	-0.003	0.011	0
Si	1.366	6.781	13.593	0.001	-0.002	0
Si	4.087	-6.797	13.588	-0.008	0.008	0.005
Si	1.362	-4.078	13.589	-0.008	0.003	0.001
Si	4.093	-1.356	13.594	0.003	-0.008	0.004
Si	6.803	1.363	13.607	-0.004	0.004	0.003
Si	9.52	4.078	13.602	0.002	-0.001	0.005
Si	6.794	-9.535	13.601	0.005	-0.002	0.007
Si	-6.816	-6.799	13.595	-0.002	0.007	0.001
Si	6.813	-4.075	13.591	0.005	-0.01	-0.001
Si	9.523	-1.347	13.612	0	-0.003	0.009
Si	-4.082	1.355	13.608	0.002	-0.003	0.002
Si	-1.365	4.062	13.593	0.007	0.001	0.001
Si	-4.093	6.796	13.589	-0.008	0.009	0.002
Si	-1.357	9.518	13.59	0.005	-0.005	0.004
Si	-4.083	-4.068	13.597	0.007	-0.005	0.005
Si	-1.36	-1.341	13.602	-0.003	0.001	0.001
Si	-0.001	0.019	14.969	-0.005	-0.004	-0.003
Si	2.726	2.706	14.978	-0.002	-0.006	-0.001
Si	0.01	5.403	14.946	-0.002	0.003	0.004
Si	2.731	8.151	14.936	0.006	-0.001	0.002
Si	0.005	-5.439	14.946	-0.003	0.002	-0.001
Si	2.727	-2.716	14.94	-0.002	0	-0.001
Si	5.448	0.001	14.968	0.002	-0.001	0.002
Si	8.164	2.721	14.97	0.003	0.005	0.004
Si	5.441	5.421	14.971	-0.004	-0.005	-0.002
Si	8.153	-8.175	14.955	-0.008	0.001	0
Si	5.457	-5.439	14.942	0	0.006	-0.002
Si	8.15	-2.7	14.963	-0.005	-0.005	-0.001
Si	-5.44	0.01	14.986	0.002	0.005	0.003
Si	-2.721	2.71	14.968	-0.007	0.005	0.005
Si	-5.447	5.441	14.963	0.01	0.007	-0.003
Si	-2.73	8.157	14.933	0.004	0.002	-0.011
Si	-5.461	-5.424	14.942	-0.004	-0.003	0.003
Si	-2.732	-2.691	14.954	-0.001	-0.003	0
O	7.248	4.392	23.171	0.063	0.235	0.038
O	-1.183	3.496	-5.104	-0.09	0.003	-0.521
O	5.423	2.747	22.248	0.122	0.168	0.601
O	-3.608	-3.914	23.62	-0.287	0.035	-0.331
O	-7.032	-3.421	-1.233	0.432	0.319	0.056
O	2.686	5.429	22.158	0.046	-0.077	0.464
O	-2.442	-1.872	24.859	0.139	0.329	-0.223
O	-1.705	7.075	-1.276	-0.412	0.32	-0.083
O	-5.439	2.761	22.317	-0.061	0.121	0.259
O	1.657	-1.565	23.425	0.367	0.504	0.229
O	-5.387	-8.127	22.041	-0.107	0.013	0.334
O	5.432	-5.564	-3.482	-0.408	0.152	-0.162
O	4.324	7.312	22.933	0.387	0.614	-0.006
O	-8.1	-8.047	24.849	0.199	0.202	0.471
O	2.234	-0.162	-6.72	-0.206	0.404	-0.222
O	-0.105	-2.833	22.066	0.047	-0.033	0.421
O	-1.962	6.579	22.98	-0.243	0.326	0.294
O	-7.636	-2.325	-3.544	0.163	-0.066	0.027
O	0.016	5.347	-0.397	0.197	-0.094	-0.178
O	2.796	-2.79	-0.359	-0.146	-0.187	-0.351
O	1.013	-6.548	-1.291	-0.257	0.326	-0.051
O	7.079	5.83	-4.586	0.192	-0.06	0.323
O	-8.008	-3.805	-5.685	-0.055	-0.206	0.2
O	-2.598	0.073	22.051	-0.057	-0.147	0.491
O	3.506	1.218	23.185	-0.393	-0.488	0.196
O	-6.649	1.162	-1.469	0.199	-0.242	-0.175
O	5.304	-2.81	22.097	-0.212	0.089	0.232
O	8.127	2.842	-0.354	-0.087	0.162	-0.513
O	-2.672	2.647	-0.404	0.012	-0.078	-0.135
O	-1.336	4.17	23.747	-0.129	0.174	0.111
O	-5.728	5.323	-3.492	-0.214	-0.111	-0.485
O	5.001	4.98	-3.345	-0.229	0.33	-0.281
O	4.54	-4.449	-1.305	-0.329	0.157	-0.361
O	3.514	6.99	-4.916	-0.21	-0.196	0.357
O	5.685	7.755	25.108	0.137	-0.196	0.412
O	1.089	3.556	23.076	0.222	-0.31	0.539
O	2.864	-6.042	25.079	0.14	0.072	0.113
O	1.436	-1.015	-1.572	0.317	0.672	-0.251
O	2.266	-2.737	-6.283	0.371	-0.169	0.62
O	7.747	7.615	-6.329	0.341	-0.089	-0.274
O	1.882	4.189	-5.631	-0.079	0.245	0.399
O	-4.315	-1.491	22.997	-0.569	0.215	0.266
O	-0.666	-0.89	-3.078	-0.159	-0.095	-0.275
O	-3.652	-6.459	22.956	0.094	-0.167	0.291
O	2.705	2.912	-3.461	-0.127	0.159	-0.012
O	1.465	3.282	-1.168	-0.302	-0.199	-0.302
O	7.136	-1.451	23.208	0.372	0.495	0.067
O	-0.814	1.71	23.069	-0.002	-0.207	0.411
O	-3.598	-6.907	-1.422	0.437	0.066	-0.113
O	-6.022	1.054	25.739	0.28	-0.37	-0.449
O	-1.463	-4.988	22.712	0.358	-0.4	0.268
O	-4.689	-1.025	-1.173	-0.396	-0.018	-0.037
O	5.453	-0.015	-0.493	0.021	-0.048	-0.257
O	3.504	1.523	-1.345	-0.106	-0.389	-0.355
O	-5.463	-5.364	-0.446	-0.229	-0.145	-0.707
O	-0.946	1.749	-3.247	-0.246	0.441	0.183
O	-1.096	-4.455	-1.413	-0.049	-0.205	0.061
O	3.874	4.042	-1.281	-0.063	-0.143	0.183
O	-2.583	-6.288	-5.763	0.282	0.183	0.181
O	-3.831	-3.983	-5.246	-0.286	0.365	-0.013
O	-2.754	-2.658	-0.422	-0.019	0.106	-0.436
O	-8.1	-5.393	22.154	0.137	-0.024	0.602
O	6.529	-7.854	-4.215	-0.06	-0.044	0.497
O	2.329	-7.27	-3.457	0.191	0.241	0.344
O	-0.078	-8.108	22.104	0.117	-0.148	0.111
O	4.247	-6.886	-5.264	-0.038	0.358	-0.38
O	3.403	1.999	-5.816	0.429	0.192	0.229
O	6.466	-6.166	25.579	0.059	-0.105	0.37
O	0.668	-3.162	-2.905	0.538	-0.17	0.064
O	-3.926	-2.126	-3.428	-0.427	-0.472	-0.074
O	-7.188	1.031	23.368	-0.397	-0.657	0.239
O	8.062	-8.092	-0.347	-0.06	0.03	-0.552
O	6.496	-7.089	23.097	-0.142	0.089	0.156
O	-7.585	-2.322	25.098	0.188	0.241	0.244
O	6.409	3.877	25.608	0.08	-0.362	0.539
O	6.955	0.953	-5.725	-0.1	0.077	-0.012
O	0.218	5.965	-6.695	0.221	0.04	0.099
O	-6.818	6.423	-1.44	-0.019	-0.352	-0.09
O	-7.16	6.576	23.004	-0.292	-0.179	0.147
O	1.818	-7.659	-5.935	-0.418	-0.291	-0.108
O	4.618	6.536	-1.227	-0.014	0.439	-0.282
O	2.771	-2.427	25.727	0.067	0.586	-0.141
O	-4.349	4.417	-1.415	-0.233	0.266	0.012
O	-2.365	-5.734	25.078	0.433	-0.356	0.042
O	0.076	-5.652	-3.482	-0.165	-0.03	-0.363
O	5.24	0.797	25.07	0.164	0.195	-0.32
O	-1.442	0.814	-5.658	-0.131	0.146	-0.298
O	2.767	8.134	-0.35	-0.009	0.135	-0.755
O	-6.475	-3.462	22.996	0.361	0.358	0.104
O	-2.985	0.236	-2.682	-0.062	0.355	-0.344
O	-3.808	4.668	23.121	-0.331	0.093	0.28
O	6.345	-1.474	25.722	-0.253	-0.408	0.311
O	3.611	-4.591	23.026	0.358	-0.242	0.251
O	-0.19	-6.245	-6.829	-0.055	0.619	0.464
O	-2.318	5.686	-5.853	-0.365	0.379	-0.221
O	3.941	3.052	25.084	-0.467	0.383	-0.289
O	6.97	-3.939	-2.259	0.012	0.195	0.033
O	-5.357	2.72	-3.171	0.385	0.096	-0.224
O	-2.597	8.071	-3.483	0.08	0.185	-0.255
O	-5.768	7.187	25.163	0.168	-0.416	-0.291
O	-5.082	-2.482	25.16	0.073	0.421	0.581
O	1.576	-6.262	22.853	-0.25	-0.141	-0.061
O	1.666	-1.146	-4.278	0.553	0.426	0.052
O	0.887	1.858	-5.104	0.014	-0.631	-0.53
O	6.614	3.251	-4.522	-0.236	-0.248	0.204
O	-6.719	-1.467	-5.947	0.039	0.467	-0.008
O	2.866	5.926	-7.243	-0.03	0.051	-0.792
O	-0.019	-1.356	-6.325	-0.034	-0.486	-0.296
O	3.042	7.643	25.21	-0.474	-0.357	-0.008
O	-3.373	4.243	-3.877	0.101	-0.149	-0.299
O	-0.992	0.63	-0.938	0.575	-0.428	0.059
O	6.383	-6.298	-1.176	0.039	-0.299	-0.433
O	4.47	5.491	24.808	-0.042	-0.085	-0.407
O	-7.803	2.924	-6.279	0.318	0.411	0.199
O	-5.09	7.805	-2.8	-0.153	0.066	0.107
O	4.734	-0.315	-6.066	-0.285	-0.162	0.426
O	0.12	-2.079	25.549	0.149	0.406	0.037
O	-5.468	0.089	-3.462	-0.319	-0.012	-0.286
O	6.524	-5.76	-5.87	-0.287	-0.058	-0.175
O	6.669	-3.776	24.583	0.062	-0.22	-0.397
O	6.446	4.641	-1.187	0.311	0.26	-0.51
O	-2.764	5.681	25.332	-0.271	-0.224	0.14
O	-1.716	-3.67	-3.841	-0.057	-0.101	-0.012
O	-1.232	5.739	-3.515	0.618	-0.265	-0.082
O	-7.62	1.661	-3.917	-0.043	-0.406	0.107
O	2.677	0.895	25.72	-0.411	-0.268	-0.212
O	7.705	0.769	25.763	0.104	-0.042	0.2
O	7.396	-1.557	-1.347	0.15	0.326	-0.312
O	2.254	-5.263	-6.941	0.277	-0.079	0.376
O	0.099	2.658	25.354	0.129	-0.233	-0.006
O	4.943	4.919	-5.879	0.066	-0.728	-0.262
O	-7.969	5.631	25.233	-0.114	0.011	0.884
O	6.97	-1.611	-5.383	-0.195	-0.231	-0.061
O	1.341	-4.057	24.279	-0.517	-0.176	0.047
O	-4.307	-6.238	-3.88	-0.392	0.179	0.133
O	-7.358	7.412	-3.917	0.326	0.593	-0.081
O	-6.367	-4.761	25.222	-0.149	-0.508	-0.227
O	-1.565	7.875	-7.008	0.069	-0.031	0.04
O	-0.006	8.033	-3.064	0.344	-0.543	-0.492
O	4.724	-4.227	26.246	-0.286	-0.101	0.076
O	5.151	7.275	-6.988	0.043	0.508	-0.115
O	-7.554	3.055	24.935	0.326	0.253	0.216
O	-2.454	-1.69	-5.495	0.032	-0.167	-0.169
O	-5.166	-5.87	-6.367	-0.095	0.158	0.246

Results
total energy: -101659.816 eV
total energy less fixed offsets of O -438.25, Si -107.07 eV per atom: -6.616 eV
